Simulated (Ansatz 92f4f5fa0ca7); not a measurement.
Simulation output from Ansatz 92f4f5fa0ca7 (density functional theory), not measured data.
Periodic cell of 231 atoms, Si140O85As6, from a study of silicon, its oxide and their interface. The atomic structure is a simulated model.
Doubt: the cutoff is far below the 930 eV that the study's wrapper takes by default for these files, so forces and energies are approximate.
This geometry differs little from another in the collection (a relaxation step or a small displacement).

Settings
functional: PBE
potential files: Ansatz PAW
basis: plane waves
wave-function cutoff: 580 eV
density cutoff ratio: 5
exchange-correlation grid ratio: 1
k mesh: 1 x 1 x 1, Gamma-centred
self-consistency stop: 5e-08 eV per atom in the density residual
occupations: fixed
spin: none
net charge: 0

Cell vectors (angstrom)
a 11.6015 0 0
b 0 10.938 0
c 0 0 32.8709

Atoms: element, x, y, z (angstrom)
Si 0.047 -0.0174 24.3926
Si 3.994 -0.0366 24.2538
Si 7.9151 -0.0158 24.362
As 2.0198 1.3422 23.9911
As 5.942 1.3895 23.952
Si 9.7733 1.3998 24.4892
Si 0.269 5.7269 23.9734
Si 4.0802 5.5043 24.2317
Si 7.9124 5.5628 24.0041
As 2.2155 7.0876 23.9891
Si 5.9636 6.959 24.1151
Si 9.8462 6.8396 24.3805
Si 2.0062 2.6548 26.0341
Si 5.9074 2.6567 26.0334
Si 9.7608 2.9321 26.1783
Si 0.1651 4.1583 25.8971
Si 3.9603 4.0265 26.0807
Si 7.7547 4.1526 25.9758
Si 2.0704 8.1405 26.1533
Si 5.8979 8.1675 26.1551
Si 9.7563 8.1982 26.278
Si 0.1265 9.4865 26.2241
Si 3.9718 9.5375 26.1635
Si 7.8034 9.5235 26.2237
Si 0.072 0.0265 28.0631
Si 3.9341 0.015 28.0504
Si 7.8024 0.0387 28.0705
Si 1.9994 1.3814 28.0288
Si 5.8675 1.3795 28.028
Si 9.7394 1.412 28.028
Si 0.0874 5.4337 27.9689
Si 3.9251 5.4117 28.0266
Si 7.7596 5.4431 28.0018
Si 2.0071 6.7908 28.0638
Si 5.8398 6.796 28.0613
Si 9.7258 6.7566 28.1019
Si 1.9336 2.7345 29.9717
Si 5.8008 2.7345 29.9717
Si 9.6679 2.7345 29.9717
Si 0 4.1018 29.9717
Si 3.8672 4.1018 29.9717
Si 7.7343 4.1018 29.9717
Si 1.9336 8.2035 29.9717
Si 5.8008 8.2035 29.9717
Si 9.6679 8.2035 29.9717
Si 0 9.5708 29.9717
Si 3.8672 9.5708 29.9717
Si 7.7343 9.5708 29.9717
Si 0 0 31.9053
Si 3.8672 0 31.9053
Si 7.7343 0 31.9053
Si 1.9336 1.3673 31.9053
Si 5.8008 1.3673 31.9053
Si 9.6679 1.3673 31.9053
Si 0 5.469 31.9053
Si 3.8672 5.469 31.9053
Si 7.7343 5.469 31.9053
Si 1.9336 6.8362 31.9053
Si 5.8008 6.8362 31.9053
Si 9.6679 6.8362 31.9053
Si 1.9336 2.7345 0.9679
Si 5.8008 2.7345 0.9679
Si 9.6679 2.7345 0.9679
Si 0 4.1018 0.9679
Si 3.8672 4.1018 0.9679
Si 7.7343 4.1018 0.9679
Si 1.9336 8.2035 0.9679
Si 5.8008 8.2035 0.9679
Si 9.6679 8.2035 0.9679
Si 0 9.5708 0.9679
Si 3.8672 9.5708 0.9679
Si 7.7343 9.5708 0.9679
Si -0.0489 -0.0293 2.9805
Si 3.7914 0.0152 2.8649
Si 7.7289 0.0233 2.8737
Si 1.8555 1.383 2.9099
Si 5.7413 1.3284 2.8709
Si 9.6623 1.3714 2.9066
Si -0.0941 5.4865 2.9495
Si 3.7728 5.501 2.9039
Si 7.6942 5.5052 2.8529
Si 1.8267 6.8647 2.9144
Si 5.7332 6.8028 2.817
Si 9.6197 6.9029 2.9963
Si 1.8001 2.8489 4.7808
Si 5.6285 2.7041 4.7654
Si 9.574 2.7202 4.8529
Si -0.1373 4.1873 4.9645
Si 3.7661 4.1521 4.8492
Si 7.6069 3.9735 4.6261
Si 1.8118 8.2551 4.8329
Si 5.77 8.2521 4.6178
Si 9.6257 8.194 5.0748
Si -0.0945 9.6721 5.0832
Si 3.7915 9.553 4.7511
Si 7.6924 9.584 4.7821
Si -0.178 0.3197 7.0311
Si 3.6574 0.0452 6.6026
Si 7.3546 0.0851 6.617
Si 1.8413 1.5388 6.7066
As 5.5382 1.6005 6.8914
Si 9.3235 1.4257 6.8479
Si 0.1066 5.4707 7.0405
Si 3.8712 5.7084 6.6407
Si 7.6297 5.3167 6.4762
As 1.8992 7.0851 6.9013
As 5.8782 7.0039 6.5849
Si 9.4809 6.6474 7.0212
O 12.2499 4.5705 8.3607
O 6.9293 9.9923 7.8575
O 8.7071 7.244 8.4144
O 3.3202 9.9963 7.9024
O 9.1464 2.3774 8.2214
O 7.4591 4.3435 7.8266
O 4.0554 5.203 8.235
O -0.1102 10.8194 8.6689
O 2.2354 2.4626 8.0581
O 3.9788 9.9562 22.8843
O 5.8619 8.0462 22.8284
O 5.723 10.022 20.9141
O 4.2514 4.453 22.9393
O 9.7873 7.7895 23.0331
O 0.2525 5.4581 22.3032
O 8.0912 4.9038 22.4722
O 11.1797 10.0839 23.0076
O 9.7305 2.0978 22.9782
Si -0.632 18.3869 12.5348
Si -0.0894 5.6371 20.6873
Si 8.4432 0.494 11.2773
Si 5.8564 -1.9467 16.8644
Si 8.3983 3.6296 8.9506
Si -10.187 7.0604 18.392
Si -3.6446 10.8275 15.8862
Si -0.1899 0.7809 10.0547
Si -5.012 10.0429 9.4524
Si 12.8557 2.9044 20.4834
Si -6.1298 0.7875 16.9788
Si -3.8426 3.2659 11.8783
Si 9.8073 9.3121 22.524
Si 1.4469 9.6317 11.5372
Si 5.6901 7.6692 14.2673
Si 4.9023 9.0232 21.919
Si 8.6869 4.7283 20.9512
Si 14.6387 4.7019 11.5642
Si 4.8549 3.7263 16.6601
Si 10.1071 2.02 21.4042
Si 4.6176 6.2384 9.3919
Si 1.3813 14.2608 9.1642
Si 1.54 -4.9207 13.8329
Si 3.7247 9.3048 9.3141
Si -6.2699 15.4649 13.598
Si 8.4035 9.1429 13.3592
Si 7.5756 18.0857 9.6205
Si 3.9003 6.8203 20.0008
Si 1.3955 9.7899 16.6883
Si 9.4344 5.3818 11.0224
Si -5.3404 10.1075 19.3808
Si 3.778 4.2298 21.3983
Si 1.9171 4.5709 16.5409
Si 5.9397 4.7336 19.3982
Si 1.309 1.7106 17.7359
Si -2.21 10.2525 19.8664
Si 10.5683 -10.8154 17.2728
Si 2.9484 -2.1713 14.0986
O -7.06 2.1137 16.8375
O 7.4842 15.7641 19.8664
O -0.8708 6.23 11.4654
O 9.5302 0.7435 20.6119
O 1.789 5.3919 12.3486
O 4.1392 7.7578 9.0829
O 7.1118 8.6304 10.0387
O 12.1309 4.2828 19.9938
O 9.5606 4.6515 9.5451
O -1.7208 5.7887 20.5803
O 5.0322 3.7964 20.4228
O -8.4491 5.6346 20.848
O 5.6165 7.6737 15.9314
O -0.3027 12.4225 17.7745
O 7.4589 3.2618 10.2487
O 6.2433 6.2135 9.4191
O -4.8368 11.9518 15.9703
O 3.982 4.0625 12.7619
O -3.7381 -0.8979 19.4272
O 8.2408 6.4868 10.9492
O 2.6474 7.1666 14.1172
O -0.1103 10.2422 16.1882
O 5.0089 10.1681 9.8496
O 13.9727 3.7481 10.4071
O -10.4257 5.7489 17.4155
O 1.4883 3.0113 16.7638
O 0.5457 6.8689 19.786
O 3.9979 5.7898 10.8218
O 4.5604 8.776 13.8214
O 12.3947 11.0799 11.1929
O -9.9871 4.865 14.9658
O 4.871 -0.6681 16.4722
O -6.2201 -6.9816 15.1308
O 2.4034 -1.5667 15.4997
O 5.7064 8.8206 18.4892
O 9.8489 9.1173 20.9182
O -1.2669 10.0973 18.561
O 5.8927 15.1158 17.8515
O 1.8562 2.0932 19.212
O 2.5666 3.1497 21.4204
O -3.0539 -0.605 14.4637
O 1.1233 8.4986 17.6659
O 7.41 -1.47 16.615
O 6.5616 3.8727 12.7678
O 9.0791 4.2171 12.1171
O 5.8388 0.5534 18.5794
O 9.3645 3.2767 20.7266
O -2.4282 0.6107 16.6532
O 0.2691 19.4537 11.6915
O 5.3501 6.2556 19.5196
O 0.2334 2.3341 9.7869
O 3.5137 4.6231 16.8786
O 7.3529 0.3949 10.0687
O 13.8585 -1.2638 12.9425
O 3.0075 -3.7733 18.7067
O 8.3586 9.9882 11.986
O -3.5539 12.6524 12.2948
O 8.4195 -0.869 22.9984
O 3.9547 8.1092 20.9765
O 1.9999 0.2554 17.3486
O 9.9099 11.7128 10.6588
O -1.9323 8.1393 13.2136
O 2.478 9.2784 10.3381
O -16.1011 -2.7127 13.6848
O 0.1381 2.0332 21.2826
O 5.4598 6.1615 13.6969
O 0.1043 6.7757 13.8245

Results
free energy: -166476.187 eV
free energy less fixed offsets of As -4856.12, O -568.88, Si -635.61 eV per atom: 0.733 eV

Forces (eV/angstrom), in the order of the atoms: element, x, y, z
Si 0.0103 -0.0154 -0.002
Si -0.0066 -0.0084 0.0072
Si 0.005 -0.0073 -0.0032
As 0.002 0.0103 0.0047
As -0.0005 0.005 -0.0124
Si -0.0083 0.0105 -0.0109
Si -0.0072 -0.0096 -0.0318
Si -0.0028 -0.0016 0.0129
Si 0.0082 -0.012 -0.0206
As -0.0073 0.0164 -0.0023
Si -0.0302 0.0268 -0.0234
Si -0.0054 0.0132 -0.0112
Si 0.0064 -0.0025 -0.0008
Si -0.0003 0.0056 0.0051
Si 0.0006 0.0028 0.0021
Si 0.0029 -0.0099 0.0155
Si 0.0038 -0.0071 0.0028
Si 0.0031 -0.0157 0.0187
Si 0.0102 -0.0023 -0.0026
Si 0.0013 0.0061 0.0143
Si 0.0046 0.0022 0.0102
Si -0.0002 -0.0075 0.0002
Si 0.0047 0.0005 -0.0047
Si 0.0053 -0.0039 0.0073
Si -0.0019 0.0055 -0.0069
Si -0.0011 0.0023 -0.0062
Si -0.0019 0.0011 -0.0079
Si -0.0002 0.0037 -0.001
Si -0.0017 0.0013 -0.0027
Si -0.0047 -0.0034 -0.0096
Si 0.0009 0.0031 -0.0039
Si 0.0016 -0.0009 -0.0061
Si -0.0006 -0.003 -0.007
Si 0.0021 0.0033 -0.0061
Si 0.0019 -0.0017 -0.0053
Si -0.0003 -0.005 -0.0132
Si 0.0543 0.0624 0.0314
Si 0.0341 0.0725 0.0019
Si 0.0774 0.0642 0.1646
Si 0.0912 -0.1634 -0.3235
Si 0.0628 -0.1882 0.1239
Si -0.0195 -0.1241 -0.2186
Si 0.1051 -0.0292 -0.0293
Si -0.0316 -0.0649 -0.0585
Si 0.0345 -0.0926 0.164
Si 0.0282 -0.0017 0.0611
Si 0.0644 0.0365 0.0362
Si 0.0743 0.0339 0.0289
Si -0.013 0.0989 0.1124
Si -0.0153 -0.0149 0.0245
Si 0.0046 -0.0325 0.0546
Si 0.0144 -0.0571 -0.032
Si -0.0019 -0.0454 -0.0853
Si -0.012 -0.0587 -0.0086
Si 0.0141 0.2019 -0.0211
Si 0.0003 0.0636 -0.0492
Si 0.0107 0.0378 -0.0858
Si -0.004 -0.0221 0.0404
Si 0.0065 0.0833 -0.051
Si 0.0069 -0.0643 0.109
Si -0.1175 0 -0.0246
Si -0.0281 0.0445 0.0367
Si 0.0796 0.0337 0.0359
Si -0.1326 0.0327 0.2619
Si -0.1455 0.0257 0.1468
Si 0.0771 0.028 -0.2177
Si -0.1327 0.0302 -0.061
Si -0.0319 0.1182 -0.3898
Si -0.0559 0.0543 0.3509
Si 0.005 -0.0372 0.3503
Si -0.1424 -0.0802 -0.1536
Si 0.04 -0.0109 -0.1096
Si -0.0015 -0.0024 0.0052
Si -0.0001 0.0039 0.0038
Si 0.0027 0.0028 0.0028
Si -0.0047 -0.0061 0.0071
Si -0.0011 0.001 0.0082
Si -0.0024 -0.0016 0.0016
Si 0.0024 0.0031 0.0047
Si -0.0021 0.0047 0.0086
Si 0.0072 0.0054 0.0077
Si -0.0018 0.0034 0.0069
Si 0.0021 0.0085 -0.0019
Si 0.0048 -0.0003 0.0094
Si -0.0016 -0.0014 -0.0112
Si 0.0074 -0.0038 0.001
Si 0.0022 0.0007 -0.0196
Si 0.0057 -0.0099 -0.0123
Si -0.0057 -0.0027 -0.0053
Si -0.0001 -0.0032 0.0011
Si 0.0037 -0.0011 0.0076
Si -0.0023 0.0042 0.0009
Si 0 0.0074 -0.0111
Si -0.0032 -0.0147 -0.0247
Si -0.0048 -0.007 -0.0108
Si -0.0072 -0.0032 -0.0123
Si 0.008 -0.0038 0.0215
Si 0.0093 -0.0178 0.0044
Si -0.0225 -0.0122 0.0142
Si 0.0088 0.0064 0.002
As 0.0039 -0.0047 -0.0004
Si -0.0061 0.0203 0.0083
Si 0.0329 -0.0214 0.0209
Si 0.0079 -0.0117 0.0001
Si -0.0192 -0.0193 0.0004
As -0.0106 0.0078 -0.0005
As -0.0018 -0.0039 -0.0056
Si -0.0332 0.0313 0.0051
O -0.0269 0.0295 -0.0266
O 0.0146 0.0138 -0.0238
O 0.0196 -0.0025 -0.014
O -0.0019 0.0181 -0.0122
O 0.0118 -0.0147 -0.0047
O -0.0031 0.0077 -0.0028
O -0.0122 -0.0039 -0.0099
O 0.0027 -0.0038 -0.0197
O 0.0015 -0.0023 0.0029
O 0.0045 0.0048 -0.0032
O 0.0171 -0.0227 0.0143
O -0.0103 -0.0034 0.0103
O 0.0053 0.0069 0.0079
O 0.0007 -0.004 0.0001
O 0.0008 -0.0034 0.0451
O -0.0065 0.012 0.0321
O 0.0118 0.0037 -0.0089
O -0.0025 -0.005 0.0003
Si 0.0015 0.0056 0.0001
Si 0.0133 0.0078 -0.0019
Si 0.0002 -0.0093 -0.009
Si 0.003 0.0033 -0.0028
Si -0.0226 0.0048 0.0048
Si -0.0106 0.0037 0.0033
Si -0.0032 0.0052 0.0022
Si -0.0037 -0.0059 0.009
Si 0.0003 0.0049 0.0115
Si 0.0083 0.001 0.0092
Si -0.0001 -0.0001 -0.0038
Si -0.0069 0.003 -0.0107
Si 0.0071 -0.0123 0.0057
Si 0.001 -0.0023 -0.0055
Si -0.0083 -0.0017 -0.0063
Si -0.0016 0.0083 -0.0112
Si 0.0018 -0.0041 -0.0056
Si -0.0023 0.0088 0.0014
Si -0.0027 -0.0061 -0.0009
Si 0.0133 -0.0088 -0.0019
Si 0.0048 0.0012 -0.0048
Si 0.0009 -0.0186 0.0106
Si 0.0011 -0.001 0.0012
Si -0.0007 -0.0035 0.0004
Si -0.0019 0.0045 -0.0007
Si 0.0026 -0.001 -0.0067
Si -0.0041 -0.0034 0.019
Si 0.0064 -0.0058 0.004
Si -0.0038 0.0029 0.0007
Si 0.0004 -0.0014 -0.0004
Si -0.0019 0.0021 0.0009
Si -0.0098 -0.0027 -0.0175
Si -0.0014 -0.0033 0.0045
Si 0.0016 -0.0007 0.0004
Si 0.0083 -0.0083 -0.0051
Si -0.0074 -0.0086 0.003
Si 0.0083 0.0024 0.0001
Si 0.0052 0.0017 -0.008
O -0.0015 0.003 -0.0039
O 0.0044 -0.0024 -0.0079
O -0.0017 -0.005 0.0008
O 0.0087 0.0202 -0.0017
O 0.002 -0.0044 -0.0055
O -0.0054 0.0075 0.007
O 0.002 -0.0039 0.0058
O 0.0006 0.0022 -0.014
O 0.0117 -0.0001 -0.0059
O -0.0053 -0.0037 -0.0111
O -0.0022 -0.0032 -0.0048
O -0.0009 -0.0128 -0.0034
O -0.0014 0.0025 -0.0003
O -0.0141 -0.0025 -0.0007
O 0.0094 0 -0.0091
O 0.0082 0.0031 0.0127
O -0.0044 0.0008 -0.0015
O -0.0038 -0.0016 -0.0037
O 0.018 -0.0005 -0.0084
O -0.0074 0.0066 0.0044
O -0.0019 -0.0094 -0.0024
O 0.0045 -0.002 0.0011
O -0.0086 -0.0012 0.0031
O -0.0031 -0.0056 -0.0025
O 0.0026 0.0027 -0.0024
O 0.0007 0.0015 -0.0061
O -0.0021 -0.0038 -0.0115
O 0.0011 0.0014 0.0025
O -0.0007 -0.0002 0.0039
O -0.0023 -0.0024 0.0054
O -0.0012 0.0072 -0.0071
O -0.0014 -0.0024 -0.0022
O 0.0009 -0.0004 -0.0021
O -0.0026 0.0012 0.0016
O -0.0019 -0.0038 0.0028
O 0.0044 -0.0027 -0.0075
O -0.0045 -0.0051 0.0013
O 0.0067 0.0038 0.0079
O 0.0065 0.0049 0.0042
O 0.014 0.0058 -0.0091
O 0.0013 -0.0046 -0.0122
O -0.0005 -0.0038 -0.0039
O -0.0066 -0.0068 -0.0017
O 0.0075 -0.0038 0.0005
O 0.0006 -0.0004 0.0057
O 0.001 -0.0002 0.0003
O -0.0081 0.0056 -0.0111
O 0.0029 0.0018 -0.0005
O -0.0012 0.0008 0.0071
O 0 0.0006 -0.0102
O 0.0023 0.0152 -0.0024
O 0.0021 0.0039 -0.0009
O -0.0065 -0.0012 0.0042
O -0.0066 0.0006 -0.0053
O 0.0106 -0.0049 -0.0071
O 0.0036 0.0052 0.0044
O 0.0003 0.0008 0.0062
O -0.0148 0.0034 -0.0089
O 0.0055 0.0145 -0.0042
O 0.0036 0.0029 -0.0059
O 0.0016 -0.0017 0.0067
O -0.0011 0.0016 0.0032
O 0.003 -0.0013 0.0011
O 0.0081 0.0032 -0.0011
O -0.0231 -0.0116 -0.0038
O -0.0024 -0.0048 0.0007
O -0.0055 0 -0.0093

The program warned: the cutoff lies below the one the program advises for these potential files; the forces do not sum to zero within the program's tolerance; the exchange-correlation potential is rough where the density is thin.
